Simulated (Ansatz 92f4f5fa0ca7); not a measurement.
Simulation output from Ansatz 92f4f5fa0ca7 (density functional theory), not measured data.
Periodic cell of 256 atoms, Si144O112, from a study of silicon, its oxide and their interface. The atomic structure is a simulated model.
This geometry differs little from another in the collection (a relaxation step or a small displacement).

Settings
functional: r2SCAN
potential files: Ansatz PAW
basis: plane waves
wave-function cutoff: 800 eV
density cutoff ratio: 5
exchange-correlation grid ratio: 1
k mesh: 1 x 1 x 1, shifted by 0.5 0.5 0 of a step
self-consistency stop: 1e-10 eV per atom in the density residual
occupations: fixed
spin: none
net charge: 0

Cell vectors (angstrom)
a	10.888	0	0
b	0	10.888	0
c	0	0	36.3781

Atoms and the computed forces on them: element, x, y, z (angstrom), force x, y, z (eV/angstrom)
Si	-0.1214	0.0973	-0.0795	-0.0014	-0.0001	-0.0528
Si	2.5624	2.9414	0.2906	0.0046	-0.0022	-0.0409
Si	0.3176	5.1273	-0.1528	-0.0021	0.0019	-0.0561
Si	3.2293	7.6798	-0.0302	-0.0043	0.0039	-0.0526
Si	5.7389	-0.2351	0.2105	0.0018	0.0041	-0.0405
Si	7.4964	3.1986	0.0731	0.0008	-0.0064	-0.0543
Si	5.3625	5.4604	0.4399	-0.0008	0.0019	-0.0323
Si	7.8409	8.321	0.0667	0.0026	-0.0101	-0.0623
Si	1.3061	1.3105	1.3701	-0.0048	-0.0019	0.0011
Si	3.9898	4.0994	1.6949	-0.0001	0.0013	0.0006
Si	1.4073	6.7624	1.2023	0.0036	0.0011	-0.0036
Si	4.1116	9.4255	1.357	0.0023	-0.0028	0.0049
Si	6.7298	1.4521	1.4876	-0.0009	0.0004	-0.0038
Si	9.4324	4.135	1.1594	-0.0013	0.0018	0.0076
Si	6.8034	6.8559	1.5705	-0.0027	-0.0024	-0.0044
Si	9.4515	9.5749	1.2784	0.0021	0.0026	0.0005
Si	-0.1106	2.7389	2.6388	-0.0035	-0.0019	-0.0019
Si	2.7045	-0.0691	2.6827	-0.0023	-0.0016	0.0006
Si	0.0158	8.1779	2.5603	-0.0005	-0.0001	0.0015
Si	2.602	5.5218	2.853	-0.0017	0.0041	0.0054
Si	5.3729	2.6832	2.9097	0.0052	0.0009	-0.0033
Si	8.1611	0.0538	2.7464	0.0012	0.0017	0.0012
Si	5.4249	8.2073	2.8724	-0.0048	-0.0008	0.0021
Si	8.2292	5.4442	2.7399	0.002	-0.0038	0.0007
Si	1.2463	4.0818	4.084	-0.0019	-0.0009	0.0043
Si	4.0118	1.2866	4.1453	0.0003	-0.0022	-0.0035
Si	1.3397	9.4841	4.0335	0.0013	-0.002	-0.0005
Si	4.0392	6.8362	4.1737	0.0002	0	0.0049
Si	6.8297	4.0798	4.1111	-0.0001	0.0004	-0.0023
Si	9.5228	1.3835	4.1007	0.0003	0.0026	-0.0003
Si	6.8036	9.5919	4.1381	-0.0014	0.0016	-0.0032
Si	9.5808	6.8358	4.0364	0.0014	-0.0032	-0.003
Si	0.0146	-0.007	5.409	0.0007	-0.0005	0.0013
Si	2.6613	2.7184	5.4197	-0.001	0.0005	0.0033
Si	-0.0352	5.4654	5.4742	0.0005	0.0009	-0.0012
Si	2.6786	8.1911	5.4936	-0.001	0.0006	0.0016
Si	5.4236	0.0037	5.5161	-0.0005	-0.0001	0.0018
Si	8.16	2.7187	5.4869	-0.0008	-0.0027	0.0011
Si	5.4421	5.4387	5.4467	-0.0011	-0.0007	-0.0008
Si	8.1948	8.178	5.4059	0	-0.0017	0.0013
Si	1.3596	1.3524	6.7913	0.0002	-0.0009	-0.0024
Si	4.0619	4.0693	6.7791	0.0003	-0.0007	-0.0018
Si	1.3474	6.8001	6.8424	-0.0009	-0.0006	-0.0003
Si	4.0588	9.5295	6.8471	0.0001	-0.0001	-0.0012
Si	6.7958	1.3671	6.8536	-0.0011	-0.0012	-0.0007
Si	9.5098	4.0932	6.8353	0	0.0002	-0.0006
Si	6.8306	6.8005	6.764	0.0021	-0.0001	-0.0014
Si	9.5437	9.5233	6.7787	-0.0013	-0.0012	-0.002
Si	0.0186	2.7161	8.1442	0.0005	-0.0004	0.0003
Si	2.726	0.0401	8.1886	-0.0004	0.0008	0.0009
Si	-0.004	8.185	8.181	0	0.0001	0.0005
Si	2.7197	5.4211	8.1716	-0.0018	-0.0017	0.0005
Si	5.4231	2.7465	8.1736	-0.0007	0.0003	0.0005
Si	8.1909	-0.0266	8.1578	0.0003	0.0006	-0.0001
Si	5.4476	8.1223	8.1132	-0.0025	0.0007	0.0005
Si	8.155	5.4582	8.1813	-0.0021	0.0012	0.0019
Si	1.3575	4.061	9.5432	0.0022	0.001	-0.001
Si	4.0774	1.4098	9.5577	0.0004	-0.0016	-0.0011
Si	1.3654	9.5608	9.5262	-0.0007	0.0021	0.0005
Si	4.1186	6.7691	9.4984	0.0021	0.0002	0.0003
Si	6.7961	4.0887	9.5328	-0.0017	-0.0005	0.0004
Si	9.591	1.3322	9.4927	-0.0007	-0.0033	-0.0019
Si	6.7983	9.4685	9.4573	-0.0013	0.0002	-0.0021
Si	9.5353	6.8082	9.5383	-0.0023	-0.0002	-0.0019
Si	0.0416	0.0224	10.9427	-0.0029	-0.0002	-0.0001
Si	2.7034	2.7435	10.9687	-0.0028	0	-0.0021
Si	0.0047	5.4331	10.9031	-0.0036	-0.0023	-0.0023
Si	2.7726	8.1838	10.7923	0.0027	0.0017	-0.004
Si	5.486	-0.0155	10.7825	-0.0029	-0.0018	-0.0035
Si	8.2308	2.6995	10.7868	0.0002	0.0013	-0.004
Si	5.426	5.4138	10.9234	-0.0017	-0.002	-0.0002
Si	8.1271	8.1345	10.8682	0.003	-0.0019	-0.004
Si	1.3667	1.4052	12.3917	-0.0015	0.0011	0.0006
Si	4.0754	4.0881	12.3443	0.0012	0.0016	0.0025
Si	1.4661	6.8223	12.1592	0.0037	0.0003	0.005
Si	4.1067	9.5661	12.1364	-0.0028	0.0016	-0.0002
Si	6.9578	1.2542	12.0808	0.0004	-0.0013	0.003
Si	9.5096	4.027	12.2368	-0.0001	-0.0007	-0.0012
Si	6.8137	6.7439	12.2671	-0.0009	-0.0016	0.0041
Si	9.4982	9.5087	12.1802	0.0011	0.0065	-0.0009
Si	0.001	2.8253	13.7598	0.0024	-0.0003	0.0037
Si	2.8339	0.0205	13.6239	0.0029	0.0007	-0.0036
Si	-0.1103	8.0086	13.4078	0.005	0.0066	0.0059
Si	2.7475	5.5717	13.7196	0.0004	0.0036	-0.0054
Si	5.5696	2.5561	13.3599	0.0013	-0.0051	-0.0039
Si	8.2971	0.0264	13.6348	-0.002	0.0023	-0.0081
Si	5.4943	8.2463	13.4641	-0.0035	-0.0006	-0.0011
Si	8.0844	5.2867	13.6542	-0.0005	0.0024	0.0001
Si	0.8645	4.7358	14.9064	0.0112	-0.007	0.0364
Si	4.5825	1.0182	14.7874	-0.0063	0.0065	0.0349
Si	1.8165	9.5782	15.2274	-0.0042	0.0083	0.0461
Si	3.9547	7.2914	14.9022	0.0089	0.005	0.0507
Si	6.9266	3.6079	14.8895	-0.0162	0.0002	0.0449
Si	9.3554	1.6128	15.1074	0.007	-0.0049	0.048
Si	6.7366	9.6706	14.8463	0.0061	-0.0101	0.0341
Si	9.875	6.3009	14.7141	-0.0124	0.0055	0.0344
Si	18.374	-11.6767	29.5105	-0.005	-0.0043	-0.0609
Si	0.7553	10.6329	20.342	0.0158	0.0013	0.0878
Si	28.3209	-0.3655	25.3927	0.006	-0.0027	0.0063
Si	-8.8767	4.8271	24.946	-0.0003	0.0038	0.0288
Si	21.663	10.6467	17.2712	-0.0008	-0.0124	0.1113
Si	23.7666	-2.9196	24.7738	0.0013	-0.0016	0.0558
Si	20.1125	-10.0591	25.5168	-0.0039	0.0021	0.0193
Si	30.4017	-0.3119	32.3002	-0.0074	-0.0151	-0.0841
Si	20.7079	-13.7356	28.6694	-0.0004	0.0064	-0.0553
Si	29.1565	-12.8922	21.6046	-0.0048	0.0074	0.0593
Si	25.7675	12.0593	34.5886	-0.0052	0.0039	-0.0948
Si	37.198	6.7145	17.7296	0.0041	0.005	0.0971
Si	1.9332	-1.253	34.454	-0.006	0.0183	-0.1001
Si	35.7738	-0.6794	30.0105	0.0119	-0.0109	-0.0607
Si	33.4522	-11.2585	31.8408	-0.0053	0.0143	-0.0763
Si	24.2108	-9.9532	27.5757	-0.0018	0.0029	-0.0253
Si	16.6674	2.3924	19.6426	0.0007	-0.0193	0.1194
Si	40.7227	-2.953	33.4422	-0.0016	0.0031	-0.1075
Si	15.667	-7.829	16.9472	0.0046	0.0043	0.0908
Si	19.9928	-19.7689	34.2407	0.0088	0.0054	-0.1054
Si	26.749	-9.6168	23.395	0.0044	-0.0011	0.0434
Si	7.1192	-3.0052	24.5003	-0.0001	0.0008	0.0454
Si	20.4949	-4.2962	31.2912	-0.0076	0.0076	-0.0806
Si	23.7962	-2.794	21.5333	-0.0004	0.0037	0.0893
Si	34.0643	-19.1102	31.737	-0.0001	-0.0028	-0.0785
Si	4.7816	-13.3709	26.2632	-0.0006	0.004	-0.0105
Si	17.0014	-16.3581	19.8599	0.0069	-0.0015	0.0725
Si	17.4826	-6.8662	27.6088	0.002	0.0024	-0.0322
Si	39.0192	-7.3313	30.5016	0.0095	0.001	-0.0575
Si	4.1678	-9.2218	31.5708	0.0006	-0.0024	-0.0664
Si	-0.7924	12.2362	22.6197	-0.0081	0.0061	0.0485
Si	10.8073	4.541	33.3197	0.0095	-0.0091	-0.1103
Si	41.3872	-3.8727	19.7212	0.0087	-0.004	0.0847
Si	15.0758	-7.8844	25.846	-0.0011	0.0025	0.0076
Si	52.0316	-15.7071	26.4791	-0.0008	-0.0064	-0.0097
Si	28.4309	-15.4597	31.3142	-0.0137	-0.0124	-0.0746
Si	14.0274	-9.3828	21.0799	-0.0041	0.0007	0.061
Si	34.9303	-16.9702	17.7241	0.0052	0.0152	0.0985
Si	11.0701	2.6152	29.0208	-0.0022	-0.0045	-0.0593
Si	26.8182	-13.6396	29.2854	-0.0018	0.0079	-0.0447
Si	40.8882	2.0158	28.9854	0.0019	0.0008	-0.04
Si	22.9799	-7.2971	22.2852	0.01	-0.0071	0.0563
Si	-10.2532	5.6067	20.2406	-0.0017	0.0064	0.0785
Si	-2.1708	19.1233	16.8832	0.0032	0.0052	0.1001
Si	21.2893	3.6863	26.4201	-0.0034	-0.0008	-0.0097
Si	0.3441	-1.1685	26.6112	-0.0015	0.0024	-0.0101
Si	37.4855	-2.9335	20.3156	0.0039	0.0172	0.0942
Si	29.1922	-20.646	21.6164	0.0064	0.0014	0.0557
O	-6.5422	6.5015	-0.3964	0.002	-0.0001	0.0089
O	10.0601	1.0071	-19.8987	-0.0154	0.0207	-0.0448
O	-0.8313	12.0343	-1.1321	0.0197	-0.0225	0.0519
O	38.7298	-1.9792	-15.7076	-0.0152	-0.0129	-0.0302
O	24.0906	-18.9186	-15.0009	0.009	-0.0057	-0.0238
O	12.4251	-0.6407	-5.9505	-0.0158	0.0011	0.0372
O	-0.5282	5.3397	-4.4013	0.0125	-0.0156	0.0496
O	12.3239	3.9469	-0.327	0.0076	-0.007	0.0305
O	5.5477	3.3395	-9.7632	0.0026	0.0008	0.0064
O	12.3364	-1.3755	-3.4541	0.015	-0.0127	0.0717
O	7.6847	10.4426	-14.4478	-0.0009	-0.0043	-0.0236
O	-2.854	9.5494	-2.9783	-0.0018	-0.0061	0.037
O	-10.2341	-11.9414	-0.9547	-0.0198	0.0107	0.045
O	18.7076	2.8577	-6.0534	-0.0072	0.0072	0.0257
O	26.1689	1.7115	-3.2316	-0.0058	-0.0076	0.0958
O	32.5071	-10.513	21.5106	0.0119	-0.0162	-0.0358
O	1.3438	10.3318	16.6004	0.0129	-0.0087	-0.0504
O	3.5145	3.7708	17.6732	0.0023	-0.0018	-0.0363
O	4.7496	-3.1874	27.7364	0.0022	-0.0011	0.0193
O	4.0829	12.7726	16.0776	-0.0004	-0.0201	-0.0483
O	17.9918	5.4561	27.0784	-0.0039	-0.0033	0.0065
O	31.9887	-15.3893	19.6976	-0.0078	0.0022	-0.028
O	9.8384	10.5043	26.389	0.005	-0.0007	-0.0032
O	9.4078	-3.9027	16.133	0.0175	-0.0246	-0.0516
O	33.5556	-6.9642	25.6488	0.0021	0.0055	-0.004
O	7.443	-2.0378	16.0847	-0.0202	0.0165	-0.0449
O	31.5801	-1.5026	17.1123	-0.003	0.0003	-0.0304
O	14.6025	11.7601	22.4636	-0.0092	0.0018	-0.0329
O	11.1332	-6.3748	21.3661	-0.0021	0.0151	-0.0388
O	1.5342	-0.08	26.7124	0.0029	0.0022	0.0072
O	36.1949	-2.4188	21.1076	0.0131	-0.0052	-0.0237
O	14.2235	0.0515	28.5837	0.0026	-0.0061	0.0307
O	2.199	11.341	20.3283	-0.0121	-0.0103	-0.0246
O	13.7438	-2.5305	15.5142	-0.0064	-0.0022	-0.0243
O	3.3964	4.3933	25.6507	-0.0019	-0.0017	-0.0056
O	17.8728	12.2933	20.0849	-0.0086	0.0123	-0.0432
O	1.9905	8.158	23.159	-0.0002	0.0022	-0.0187
O	7.6625	5.8357	20.0402	-0.001	0.0016	-0.0253
O	0.4448	-1.9164	14.6264	-0.0075	-0.0118	-0.0299
O	29.2236	-21.1542	28.7191	0.0017	-0.0054	0.0204
O	-1.4784	4.8593	25.9977	-0.0007	-0.0023	0.0026
O	7.5875	-20.9317	25.7075	0.0025	-0.0011	-0.0075
O	18.5014	-0.3831	31.0621	0.0122	0.0058	0.0567
O	16.5661	-14.206	25.1854	0.0023	0.0009	-0.0059
O	8.7514	12.8484	21.9668	-0.0058	-0.0036	-0.018
O	11.3441	3.1291	30.5133	0.0112	0.002	0.0467
O	26.1377	1.8164	20.1083	0.021	0.009	-0.0388
O	23.7675	4.4793	23.3726	-0.0049	-0.0072	-0.0313
O	12.1572	-6.3692	16.4899	-0.0242	0.001	-0.0656
O	25.4303	-13.0835	29.9193	-0.0062	0.008	0.019
O	17.1343	-27.9042	31.5865	-0.0006	0.0074	0.0262
O	48.7293	-15.3603	20.7481	0.0035	-0.0056	-0.035
O	24.5954	10.9648	34.5762	0.0022	-0.0001	0.0324
O	5.9211	-6.698	29.0696	-0.0024	-0.0032	0.0337
O	7.5715	-34.1893	24.9478	0.0007	-0.0034	-0.0125
O	38.7639	-12.4309	29.2754	0.0039	0.003	0.0127
O	8.6317	-2.6941	20.8387	0.0096	-0.017	-0.0336
O	6.3847	4.3725	36.0701	-0.0028	0.0036	0.0125
O	34.3285	-15.1459	20.9537	-0.0062	-0.0132	-0.0293
O	15.4993	8.009	18.7024	-0.0024	-0.0172	-0.049
O	14.2034	-13.2671	25.5677	0.0002	0.0028	-0.0024
O	11.601	8.7747	25.3525	0.0007	-0.0009	-0.005
O	29.9643	-4.0367	25.097	-0.0041	0.0044	-0.0084
O	28.8514	-13.8378	22.8924	0.0003	0.0069	-0.0354
O	32.4682	-7.0696	28.0159	0.0091	-0.0043	0.0199
O	38.8874	-20.0176	22.508	0.0097	0.0013	-0.0307
O	33.65	30.8688	20.7854	-0.0065	0.0097	-0.0305
O	27.3571	5.6214	18.3327	-0.015	0.0054	-0.0447
O	16.6575	14.8672	16.018	0.0286	0.0036	-0.0515
O	36.0179	-9.0257	26.6365	-0.0017	-0.0034	0.0045
O	20.5661	-10.301	23.9819	0.0093	0.0051	-0.0314
O	7.7818	2.4584	35.0313	-0.0175	0.0133	0.0541
O	21.8683	-0.0273	18.8745	-0.0159	0.0009	-0.0775
O	19.034	-4.6601	30.669	0.006	0.0034	0.0286
O	5.6206	-11.0114	15.3829	0.0004	-0.0015	-0.0155
O	15.4212	-19.3216	24.3769	0.0021	-0.0083	-0.0185
O	46.4513	-8.3108	31.1686	-0.0006	-0.0018	0.0271
O	32.9209	-8.3822	23.0138	0.0029	0.0007	-0.0182
O	32.6878	5.5042	34.6334	0.0055	0.0097	0.0733
O	16.1816	-21.2923	35.2044	0.0139	-0.0158	0.0501
O	30.4386	-20.6333	32.9641	0.0075	0.0244	0.0493
O	14.842	0.1281	31.1315	0.0059	0.0161	0.0376
O	24.7497	-4.6293	17.7099	0.003	-0.0071	-0.0356
O	19.1515	-3.2208	18.3197	0.0007	0.0183	-0.0742
O	4.9189	-3.953	16.1842	-0.0041	0.0076	-0.0603
O	20.6755	-9.2631	29.0628	0.0034	0.001	0.0162
O	11.8664	1.1882	32.2865	-0.0031	-0.006	0.0334
O	8.1122	-8.256	15.5295	0.0031	0.002	-0.0282
O	20.258	-3.3278	32.5689	-0.0089	0.0112	0.046
O	16.8557	14.7639	20.2747	-0.0022	0.0055	-0.0291
O	10.1024	-11.5624	31.7372	-0.0058	0.0014	0.0217
O	6.7881	-1.3756	36.0768	-0.0049	0.0043	0.0232
O	44.8484	-7.1145	32.9086	-0.0134	0.0186	0.0423
O	45.3509	-4.4822	25.1371	0.0039	0.001	-0.0111
O	20.0704	-3.8937	27.6017	0.0027	0.0078	0.017
O	38.442	2.438	18.0437	-0.0151	0.0112	-0.0564
O	20.6674	14.2458	33.6935	-0.0154	-0.0155	0.0428
O	23.255	-9.0233	28.4692	-0.0073	0.0043	0.0165
O	27.3115	-22.8098	26.4922	-0.0012	0.0023	-0.0016
O	28.5713	-25.4759	32.6949	0.0116	0.0191	0.0504
O	52.2444	-23.536	29.0694	-0.0014	0.0047	0.0184
O	5.4933	-0.0067	24.2177	-0.0024	0.0056	-0.0162
O	32.8327	-23.8554	27.9482	-0.0056	-0.0047	0.0141
O	55.807	-6.1146	19.0605	0.0223	-0.0104	-0.0613
O	-2.7216	-3.3396	35.0156	-0.002	0.0014	0.0828
O	31.6203	-8.6591	26.0203	0.0036	0.0008	-0.0018
O	-7.3945	2.4341	35.4395	-0.0126	0.0192	0.0483
O	10.3604	29.0621	30.0239	-0.0017	-0.014	0.0394
O	27.3926	-14.8103	30.2513	0.015	-0.0112	0.031
O	2.7421	8.311	34.9063	0.012	-0.0204	0.0562
O	38.0894	-8.5808	30.8453	-0.0113	-0.0096	0.0337
O	29.6382	-18.7594	27.7615	0.0022	-0.0061	0.0149

Results
free energy: -155991.889 eV
free energy less fixed offsets of O -570.45, Si -639.56 eV per atom: -4.849 eV

The program warned: the cutoff lies below the one the program advises for these potential files; the forces do not sum to zero within the program's tolerance; empty levels may hold ghost states of the PAW files; the exchange-correlation potential is rough where the density is thin.
